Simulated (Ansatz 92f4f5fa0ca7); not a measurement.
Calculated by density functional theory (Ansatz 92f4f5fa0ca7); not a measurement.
Periodic cell of 122 atoms, Si78O44, from a study of silicon, its oxide and their interface. The atomic structure is a simulated model.

Settings
functional: r2SCAN
potential files: Ansatz norm-conserving
basis: plane waves
wave-function cutoff: 1300 eV
density cutoff ratio: 4
exchange-correlation grid ratio: 1
k mesh: 2 x 2 x 1, shifted by 0.5 0.5 0.5 of a step
self-consistency stop: 5e-08 eV per atom in the density residual
occupations: Fermi-Dirac, 0.05 eV
spin: none
net charge: 0

Cell vectors (angstrom)
a 10.88 0 0
b 0 10.88 0
c 0 0 17.8222

Atoms and the computed forces on them: element, x, y, z (angstrom), force x, y, z (eV/angstrom)
Si 0.4447 -0.3166 -0.455 0.5585 -3.2995 -0.7948
Si 2.8862 2.9216 0.1621 0.106 1.7732 -0.7022
Si 0.6224 5.2937 -0.2514 -0.8882 0.3939 2.2765
Si 2.8345 8.3551 -0.207 0.0073 0.6068 0.0097
Si 5.619 -0.2989 0.1746 -0.8227 1.2741 -1.2333
Si 7.7283 3.002 -0.1552 -2.2628 0.8003 0.4803
Si 5.8716 5.4039 0.272 -1.0339 -1.1468 1.2514
Si 7.9983 8.7182 -0.3938 0.9537 -2.9335 -1.0958
Si 1.4729 1.2332 0.9647 0.4845 0.738 0.8163
Si 4.4687 4.2457 1.7587 -1.5111 -0.8988 0.1852
Si 1.4489 6.8812 1.3979 2.0112 -1.7947 -2.8482
Si 4.1071 9.5345 1.4676 1.922 -2.9087 -0.7582
Si 6.6119 1.4201 1.4188 0.4759 0.9451 0.2991
Si 9.5865 4.0623 0.879 1.1862 0.1531 0.2443
Si 7.1208 6.9831 1.1199 1.2529 0.0492 2.0988
Si 9.692 9.4405 1.0071 0.4199 1.288 0.4629
Si 0.2698 2.7288 2.2568 -1.6716 0.524 1.0089
Si 2.7952 -0.0215 2.6079 -1.8599 -0.0166 0.0735
Si 0.1383 8.1233 2.559 -2.6586 1.0608 -0.1691
Si 2.851 5.693 2.875 0.5059 -1.4044 -0.9244
Si 5.5734 2.6891 3.3831 0.2894 0.9861 -3.8949
Si 8.1577 0.1171 2.7014 0.7891 -0.6332 -0.254
Si 5.6694 8.0505 2.7614 -1.0704 0.6305 0.1255
Si 8.3958 5.2146 2.6507 0.9846 2.6894 -2.3776
Si 1.4091 4.1496 3.9113 -0.2642 -0.4615 0.2451
Si 4.0774 1.1908 4.0199 -0.0726 0.3568 1.9599
Si 1.3971 9.3326 3.9447 0.0386 1.6408 0.7633
Si 4.1563 6.8065 4.3835 0.7145 0.2662 -1.925
Si 7.1821 4.1443 4.1172 -1.1346 -1.3753 2.1464
Si 9.6783 1.6521 3.909 -0.3872 -1.3982 0.2422
Si 6.9937 9.3517 4.2496 0.1446 1.0457 -0.7242
Si 9.5981 6.8438 3.956 0.2522 -1.3664 0.19
Si -0.0837 -0.0751 5.2451 -0.0735 0.1875 0.3523
Si 2.6358 2.6099 5.2929 0.4605 0.5785 0.412
Si -0.1604 5.3614 5.4536 0.6706 -0.0948 -2.0786
Si 2.4074 7.8212 5.4178 0.9284 1.4851 -0.3993
Si 5.5815 0.0108 5.4834 -0.1587 -0.4644 -0.9669
Si 8.3735 2.773 5.7346 0.5176 0.9518 -1.595
Si 5.7744 5.548 5.3693 -0.8622 -1.3388 0.8721
Si 8.371 7.9078 5.5949 -0.589 1.7741 0.4038
Si 1.1359 1.3683 6.6505 1.1901 -0.9967 0.6117
Si 4.0781 4.1702 6.6212 0.0205 -1.3941 0.4679
Si 1.1396 6.5246 6.8515 -1.5588 2.4699 -0.6522
Si 3.9421 9.4316 6.2181 -0.5232 -1.3139 1.8432
Si 6.8928 1.4642 6.902 -0.6828 0.4125 0.1013
Si 9.6282 4.2888 7.1069 -2.7791 -0.0733 0.6049
Si 6.9148 6.7003 6.9665 -0.3983 -0.11 0.9647
Si 9.5179 9.5593 7.0496 0.1629 0.7248 -2.7448
Si -0.0675 2.7343 8.1605 1.374 -1.9922 0.8612
Si 2.6617 -0.4306 7.8489 -0.3742 0.912 0.1637
Si -0.1472 8.1084 8.2054 1.2229 -0.4225 2.3194
Si 2.4877 5.3897 8.0267 1.9563 -1.3207 1.3764
Si 5.3495 2.7065 8.3159 0.1436 0.427 -1.1285
Si 8.0609 0.0233 8.262 0.681 0.8586 0.6401
Si 5.0341 7.9324 7.7978 1.7037 1.5771 -0.6561
Si 7.8755 5.6234 8.972 1.4857 0.4742 -2.5221
Si 1.2096 4.1441 9.5476 1.1904 -2.1403 0.8826
Si 4.3564 0.689 8.9777 -1.0906 -0.6239 2.4181
Si 1.7069 8.9378 9.8372 0.379 -0.0751 0.9447
Si 3.8442 6.7215 9.327 -0.8294 -0.0357 -0.8171
Si 6.0751 4.4548 9.781 -1.9647 0.9567 1.7854
Si 9.5747 1.399 9.8086 -0.8872 1.9816 -1.9957
Si 6.4026 9.5108 8.9815 -0.1989 -1.2522 2.4712
Si 8.9358 7.6959 9.7798 0.7576 -2.6436 1.9144
Si 2.8385 -8.7154 11.2955 1.7562 -4.6825 -0.8216
Si 2.9703 4.7001 14.1586 1.3019 4.0988 -2.4393
Si 0.2111 5.6486 14.6543 -1.5742 1.4909 -1.8604
Si -1.8874 6.6603 12.7227 0.5494 1.2937 0.1899
Si 9.7159 3.9526 11.3775 -0.7251 -0.4908 0.9864
Si -4.0248 8.0296 14.646 3.1547 1.996 -3.332
Si 5.1148 3.7378 12.504 1.5724 -0.9028 0.2094
Si 0.6349 0.0522 11.914 3.7859 -0.7681 -3.3796
Si 3.1194 1.7076 15.0657 -0.3394 3.969 0.5
Si 5.3294 0.0472 14.9051 5.6162 -3.1298 -2.6569
Si 4.5221 -4.0525 15.8092 -3.0316 0.5285 -2.928
Si 7.0918 13.2779 14.6045 2.155 -0.1562 -1.6334
Si 11.1726 11.4548 14.7046 -1.426 0.1781 0.0694
Si 9.9202 2.972 13.9107 -0.8942 -2.63 -1.5685
O 1.9165 -1.2317 -0.5157 -2.5701 1.5082 -0.0897
O -0.1518 0.0461 -4.5751 -1.0532 -0.2718 1.142
O 4.239 0.9612 -3.6281 -1.0857 -0.2531 0.4041
O 5.0357 -0.2476 -1.421 -1.3934 1.1308 1.9857
O 0.2602 6.0756 -1.6271 0.8241 -0.0364 0.6355
O 1.8906 4.3103 -0.3444 1.1241 -2.2111 -0.2144
O -0.1299 10.319 -2.105 0.5136 -0.025 3.7107
O 4.3741 24.2366 -6.0332 -0.4392 -0.8204 0.5765
O 6.6778 0.8488 -3.4299 -0.0208 1.1339 1.5653
O 3.4582 -2.696 -1.8195 1.4925 -2.8908 1.4547
O 7.793 2.595 -1.7025 -0.403 -0.9497 -2.6119
O 2.666 3.2421 -3.3502 -0.3135 -4.5292 0.8031
O 6.4146 4.1093 -0.5022 1.7953 -0.561 0.3454
O 6.1386 -1.441 -3.4836 -2.3248 1.1655 0.7003
O 6.9416 9.8676 -0.3682 0.4026 0.2796 0.4677
O -0.8231 6.7186 -3.8738 1.4137 -0.6529 -0.1679
O 2.3173 3.4989 10.7429 -3.2445 3.3378 -2.3475
O -0.1451 4.6013 10.3427 1.0291 1.8597 -0.0279
O 3.0826 1.1357 9.9567 0.1625 1.1711 1.774
O 5.3052 -0.4338 9.9457 0.7434 0.4296 -2.2508
O -3.0566 7.6187 13.2746 -2.347 -0.5397 1.6967
O -1.9882 15.9446 12.3008 0.4174 -0.2937 -1.3252
O 2.8659 7.7431 10.1466 -0.6163 0.6115 0.126
O 4.678 5.545 10.0325 2.0041 -0.9333 -0.1364
O 7.557 8.4652 9.9122 -2.3901 2.4322 -0.8809
O 10.2051 4.2884 14.6433 1.3134 2.441 1.2326
O 8.8792 2.8557 10.4899 0.1175 -1.8427 0.0556
O 10.3033 12.7687 15.1004 0.972 -0.1039 -1.7483
O 9.4362 7.4872 11.3923 0.3379 -0.0949 -2.0735
O 6.2912 4.2195 11.4214 -1.0111 -0.6674 0.4706
O -7.0534 -5.4057 15.2632 -0.8984 0.0321 0.1217
O 4.9823 -4.488 17.1999 0.0043 0.2197 2.1534
O 1.8338 0.8642 14.8716 -0.6891 -1.1164 0.5323
O 1.8565 1.189 12.2415 -0.1038 0.2686 -1.5591
O 1.3763 -1.4693 11.5309 -0.8732 1.9743 -2.3907
O -5.1266 6.9144 14.7819 -0.5304 -0.2345 0.581
O 10.6318 0.3924 10.5315 0.0358 0.222 1.7464
O 12.525 5.6424 13.8531 -0.7903 -1.1887 1.0577
O 3.4769 2.1771 16.5972 0.0908 -0.2345 -0.1922
O -2.4959 2.6559 13.4916 -1.3396 -0.1097 2.1
O 3.8541 4.709 12.7341 0.0972 0.8253 1.7761
O 10.6409 2.9979 12.3595 -0.901 0.4288 2.2827
O 7.9976 8.181 15.8016 -0.1972 0.1457 2.4034
O 5.8588 3.2822 13.9993 -0.5907 1.0796 -1.2527

Results
free energy: -29595.013 eV
free energy less fixed offsets of O -463.61, Si -117.95 eV per atom: 3.927 eV
pressure: -1.64 GPa
stress xx, yy, zz, yz, xz, xy (GPa, positive in tension): 0.75, 0.27, 3.89, 0.34, -0.83, -1.78
